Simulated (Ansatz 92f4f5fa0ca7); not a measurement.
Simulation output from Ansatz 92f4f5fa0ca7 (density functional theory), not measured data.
Periodic cell of 222 atoms, Si131O89As1H1, from a study of silicon, its oxide and their interface. The atomic structure is a simulated model.
Doubt: the cutoff is far below the 930 eV that the study's wrapper takes by default for these files, so forces and energies are approximate.
This geometry differs little from another in the collection (a relaxation step or a small displacement).

Settings
functional: PBE
potential files: Ansatz PAW
basis: plane waves
wave-function cutoff: 580 eV
density cutoff ratio: 5
exchange-correlation grid ratio: 1
k mesh: 1 x 1 x 1, Gamma-centred
self-consistency stop: 5e-08 eV per atom in the density residual
occupations: fixed
spin: none
net charge: 0

Cell vectors (angstrom)
a, 10.938, 0, 0
b, 0, 10.938, 0
c, 0, 0, 32.727

Atoms: element, x, y, z (angstrom)
Si, -0.0499, 0.2463, 25.1204
Si, 5.7175, -0.1937, 25.1869
Si, 2.4029, 2.9649, 25.2683
Si, 8.5419, 2.4184, 25.0576
Si, 0.3376, 5.3368, 25.2911
Si, 5.1647, 5.8074, 25.2777
Si, 3.0139, 7.9981, 25.6495
Si, 7.9004, 8.4581, 25.24
Si, 1.33, 1.402, 26.6371
Si, 6.9312, 1.3644, 26.4778
Si, 4.1102, 4.0785, 26.5059
Si, 9.5766, 4.1132, 26.4305
Si, 1.4239, 6.7678, 26.7889
Si, 6.8024, 6.8793, 26.6013
Si, 4.2298, 9.6482, 26.6979
Si, 9.6343, 9.5763, 26.4291
Si, 2.7372, 0.026, 27.9556
Si, 8.2554, -0.0238, 27.8957
Si, -0.0552, 2.7727, 27.9454
Si, 5.5072, 2.7111, 27.8729
Si, 2.8068, 5.379, 28.0175
Si, 8.2092, 5.4562, 27.8831
Si, -0.022, 8.2139, 27.9332
Si, 5.4956, 8.2083, 28.0252
Si, 4.1018, 1.3673, 29.3088
Si, 9.5708, 1.3673, 29.3088
Si, 1.3673, 4.1018, 29.3088
Si, 6.8362, 4.1018, 29.3088
Si, 4.1018, 6.8362, 29.3088
Si, 9.5708, 6.8362, 29.3088
Si, 1.3673, 9.5708, 29.3088
Si, 6.8362, 9.5708, 29.3088
Si, 0, 0, 30.676
Si, 5.469, 0, 30.676
Si, 2.7345, 2.7345, 30.676
Si, 8.2035, 2.7345, 30.676
Si, 0, 5.469, 30.676
Si, 5.469, 5.469, 30.676
Si, 2.7345, 8.2035, 30.676
Si, 8.2035, 8.2035, 30.676
Si, 1.3673, 1.3673, 32.0433
Si, 6.8362, 1.3673, 32.0433
Si, 4.1018, 4.1018, 32.0433
Si, 9.5708, 4.1018, 32.0433
Si, 1.3673, 6.8362, 32.0433
Si, 6.8362, 6.8362, 32.0433
Si, 4.1018, 9.5708, 32.0433
Si, 9.5708, 9.5708, 32.0433
Si, 2.7345, 0, 0.6835
Si, 8.2035, 0, 0.6835
Si, 0, 2.7345, 0.6835
Si, 5.469, 2.7345, 0.6835
Si, 2.7345, 5.469, 0.6835
Si, 8.2035, 5.469, 0.6835
Si, 0, 8.2035, 0.6835
Si, 5.469, 8.2035, 0.6835
Si, 4.1018, 1.3673, 2.0507
Si, 9.5708, 1.3673, 2.0507
Si, 1.3673, 4.1018, 2.0507
Si, 6.8362, 4.1018, 2.0507
Si, 4.1018, 6.8362, 2.0507
Si, 9.5708, 6.8362, 2.0507
Si, 1.3673, 9.5708, 2.0507
Si, 6.8362, 9.5708, 2.0507
Si, 0, 0, 3.418
Si, 5.469, 0, 3.418
Si, 2.7345, 2.7345, 3.418
Si, 8.2035, 2.7345, 3.418
Si, 0, 5.469, 3.418
Si, 5.469, 5.469, 3.418
Si, 2.7345, 8.2035, 3.418
Si, 8.2035, 8.2035, 3.418
Si, 1.3657, 1.3501, 4.7979
Si, 6.8435, 1.3601, 4.7936
Si, 4.133, 4.0819, 4.7067
Si, 9.5814, 4.1075, 4.8085
Si, 1.3558, 6.8456, 4.7663
Si, 6.7895, 6.8669, 4.8151
Si, 4.0937, 9.536, 4.851
Si, 9.4823, 9.6567, 4.7108
Si, 2.6614, -0.089, 6.2072
Si, 8.1501, -0.0027, 6.2221
Si, 0.0145, 2.7385, 6.1894
Si, 5.4798, 2.7435, 6.1009
Si, 2.7587, 5.4116, 6.035
Si, 8.1958, 5.4945, 6.138
Si, -0.1085, 8.2665, 5.9621
Si, 5.3881, 8.1514, 6.325
Si, 3.8786, 1.5561, 7.3383
Si, 9.8007, 1.1561, 7.4857
Si, 1.7121, 3.8465, 7.4234
Si, 6.668, 4.3078, 7.4438
Si, 4.2662, 6.3785, 7.5515
Si, 9.3033, 7.1792, 7.3566
Si, 0.943, 9.7093, 7.4631
Si, 6.9918, 9.3436, 7.6036
O, 1.3787, 4.1626, 24.7298
O, 6.8034, 9.5848, 24.6799
O, 2.783, 2.6666, 7.8572
O, 8.1614, 8.2252, 7.9753
O, 5.5205, 5.3775, 7.9405
O, -0.0532, -0.0005, 7.9484
O, 4.0193, 6.9331, 24.8882
O, 9.7225, 1.3273, 24.673
O, 1.1639, 8.7638, 8.8121
O, 1.4216, 4.6239, 8.8462
O, 9.2916, 1.8699, 8.8783
O, 6.3711, 9.9634, 9.0211
O, 4.5825, 0.9381, 8.6714
O, 3.4344, 6.4793, 8.9837
O, 7.4308, 3.7839, 8.8034
O, 10.2807, 6.702, 8.6007
O, 2.8132, 2.0526, 23.9494
O, 5.0016, 0.4956, 23.853
O, 7.9286, 2.7941, 23.5575
O, 10.7967, 6.3148, 24.0438
O, 8.4559, 7.6372, 23.9281
O, 2.1726, 8.8797, 24.5855
O, 5.7306, 5.3344, 23.8073
O, 0.7549, 10.8006, 23.7014
Si, 2.9029, 9.455, 18.1524
Si, 3.9681, 5.2084, 19.9453
Si, -1.4777, 3.9575, 19.6642
Si, 4.1145, 1.6346, 23.0634
Si, 12.6553, -1.385, 23.2144
Si, 12.105, -3.8529, 16.7422
Si, -0.042, 8.1499, 21.1482
Si, 15.9527, -3.7469, 15.0307
Si, 3.6061, 4.0288, 12.3338
Si, -5.5148, 10.3586, 14.5408
As, 7.5269, -1.8858, 17.5747
Si, 6.0931, 4.604, 13.8527
Si, 7.9531, 10.9453, 13.0978
Si, 0.2432, -3.2969, 9.6043
Si, -1.0879, 9.2696, 11.8579
Si, -1.5274, 10.2712, 19.5013
Si, 2.3862, -4.9648, 14.2534
Si, 1.1855, -0.196, 12.951
Si, 3.8898, 0.7707, 12.205
Si, 5.3689, 4.4903, 22.4677
Si, 2.7451, 1.3843, 17.3476
Si, 8.3565, 2.9158, 12.6965
Si, 5.1045, 7.4185, 18.0269
Si, 5.7167, 0.3839, 9.6809
Si, 5.119, 2.4756, 18.7771
Si, -0.3599, 1.7454, 17.6761
Si, -0.7499, 1.3974, 14.507
Si, 0.9052, 5.8388, 19.3936
Si, 6.53, 0.0464, 19.7843
Si, 9.4431, 6.5995, 23.1646
Si, 8.1676, 3.8181, 22.3073
Si, 13.2525, 5.5996, 9.8197
Si, 5.1411, 2.1951, 15.8771
Si, 3.7188, -0.4218, 20.9893
Si, 0.4283, 8.0799, 14.0608
Si, 8.0624, 2.5686, 9.6841
O, 4.9455, 11.1184, 11.1043
O, 6.7111, -0.8466, 13.6206
O, 2.3966, 5.18, 19.5479
O, 1.2615, 1.9642, 17.6619
O, 0.1861, -3.0737, 15.6795
O, 4.8146, 6.7159, 16.5955
O, -5.6109, -0.7131, 20.6336
O, 2.0661, 6.0119, 15.869
O, 5.0975, 4.6516, 12.5583
O, 1.2639, 6.6868, 10.4476
O, 6.1569, 1.6363, 19.7238
O, 6.72, -3.2733, 18.2645
O, -0.7813, 0.4177, 18.5485
O, 3.0527, 9.7659, 22.2879
O, 0.8087, 8.4706, 22.4633
O, 7.4599, 1.5373, 12.7732
O, 9.1707, 0.1517, 14.1869
O, 9.0446, 3.1951, 21.0759
O, 3.6832, 1.1339, 21.5524
O, 3.791, 2.4075, 12.2317
O, 6.7583, 4.3224, 21.6202
O, 10.8037, 4.7986, 20.0558
O, 3.4921, 2.0982, 16.0698
O, 5.7024, 0.666, 15.5947
O, 2.7868, -0.901, 19.7068
O, 4.2365, 0.0783, 13.6359
O, 6.1696, 6.1224, 14.4996
O, 0.452, 6.1209, 17.8461
O, 2.6411, -0.2363, 17.1346
O, 5.7921, 2.6548, 17.3074
O, 1.4337, -1.5758, 13.8116
O, -0.8605, 8.3467, 10.5584
O, 0.003, -0.4651, 11.873
O, 13.9388, 4.6777, 10.9684
O, 5.5345, 3.3818, 14.8272
O, 7.7387, -1.8788, 15.9741
O, 4.7894, 3.9242, 19.3985
O, 8.8165, 5.13, 22.983
O, 3.7292, 6.8796, 14.081
O, -1.2809, 7.232, 21.6721
O, 8.0759, -0.1378, 20.3309
O, -0.9412, -2.5991, 13.2135
O, 4.6286, -4.4004, 19.2891
O, -6.7143, 5.2333, 21.5651
O, 8.9752, 9.0013, 18.5305
O, 0.7618, 0.9797, 14.028
O, 4.9654, 2.9914, 22.9024
O, 10.4608, -1.344, 20.5248
O, 0.8855, 7.2824, 20.1467
O, -5.8648, 8.8401, 15.0684
O, 8.4268, -0.8824, 11.8026
O, 7.5821, 4.1932, 13.3406
O, -4.298, -0.497, 18.2165
O, 1.9525, 8.2265, 17.6404
O, 10.1117, 1.6811, 16.1132
O, 4.4166, 8.8858, 18.0496
O, 13.3181, -10.6969, 11.9501
O, 6.894, 1.469, 9.9175
O, 1.1436, -4.2243, 13.4991
O, 2.6419, 4.489, 13.604
O, 9.7087, 2.6881, 13.6027
O, 8.6364, 3.1581, 11.1003
O, 3.713, 1.6428, 18.6502
O, -1.0947, 2.9672, 18.4351
O, -2.692, 4.8994, 19.1243
H, -3.4251, 5.0434, 19.7478

Results
free energy: -138760.308 eV
free energy less fixed offsets of As -4856.12, H -15.97, O -568.88, Si -635.61 eV per atom: 7.012 eV

Forces (eV/angstrom), in the order of the atoms: element, x, y, z
Si, -0.0009, -0.0209, 0.0165
Si, -0.0088, 0.0161, 0.0387
Si, 0.0387, -0.0139, 0.0466
Si, 0.0038, 0.0104, 0.0683
Si, -0.0093, 0.0199, 0.0561
Si, 0.0091, -0.0261, 0.0437
Si, -0.016, 0.0224, 0.007
Si, 0.0363, -0.0032, 0.0547
Si, 0.0202, -0.0048, 0.0013
Si, -0.0099, 0.014, -0.0026
Si, 0.0002, -0.0033, -0.0074
Si, -0.0074, -0.0023, -0.0101
Si, -0.0061, -0.0098, -0.0125
Si, 0.0098, -0.0089, -0.0067
Si, -0.001, 0.0022, -0.0209
Si, -0.0128, -0.0031, -0.0037
Si, -0.0127, 0.0019, 0.0041
Si, 0.0112, -0.0034, 0.0007
Si, -0.0119, 0.0102, 0.0166
Si, 0.0028, -0.0031, -0.0024
Si, 0.0084, 0.0092, 0.0078
Si, -0.0032, 0.0086, 0.0051
Si, 0.0058, 0.005, 0.0049
Si, -0.0047, -0.0027, 0.0081
Si, 0.1949, 0.2191, -0.133
Si, -0.1557, 0.0004, 0.0062
Si, -0.1309, -0.3047, 0.3454
Si, 0.032, -0.0487, -0.4049
Si, 0.0798, -0.1152, 0.4627
Si, -0.1756, -0.0404, -0.221
Si, -0.0827, 0.0308, -0.1075
Si, 0.5562, 0.1755, 0.2588
Si, 0.047, 0.0614, -0.0078
Si, 0.0535, 0.0646, -0.0315
Si, -0.0682, -0.0083, 0.0181
Si, -0.0309, -0.084, -0.0173
Si, 0.061, 0.0335, -0.0387
Si, 0.0167, 0.1044, 0.016
Si, -0.0371, -0.0608, -0.024
Si, -0.0206, 0.0414, 0.0218
Si, 0.0598, -0.0344, -0.0013
Si, -0.0161, 0.0328, -0.008
Si, -0.0263, 0.0011, -0.0267
Si, 0.0335, 0.0249, -0.0385
Si, -0.0396, 0.0065, -0.003
Si, 0.0236, -0.0195, 0.0025
Si, -0.0034, -0.044, -0.0357
Si, 0.0202, -0.0533, -0.0182
Si, -0.0024, -0.0002, 0.0143
Si, -0.0239, 0.0276, 0.0211
Si, -0.042, 0.0165, -0.0064
Si, 0.0079, -0.0333, 0.0281
Si, 0.0323, 0.0147, 0.0278
Si, 0.0085, -0.0118, 0.0097
Si, 0.0165, 0.0345, 0.0406
Si, -0.042, 0.032, 0.0007
Si, -0.1045, -0.0225, 0.0125
Si, 0.1275, 0.0396, -0.0428
Si, -0.0331, -0.0345, 0.004
Si, 0.0343, 0.0859, 0.0172
Si, 0.0096, -0.0115, -0.0071
Si, -0.0228, -0.0426, 0.0423
Si, 0.0098, -0.0196, 0.049
Si, -0.0352, -0.1304, -0.0383
Si, -0.0784, 0.3751, -0.308
Si, -0.0936, -0.2041, 0.3419
Si, -0.0508, -0.3303, -0.1997
Si, 0.137, -0.0077, 0.1489
Si, -0.0039, -0.0693, -0.02
Si, 0.1987, 0.2584, -0.3102
Si, 0.1293, 0.0132, 0.0708
Si, -0.4955, 0.0466, -0.1643
Si, -0.0141, -0.0026, -0.007
Si, 0.0051, -0.0055, -0.0198
Si, 0.0007, 0.0105, -0.0166
Si, 0.0027, -0.0072, 0.0059
Si, 0.0158, -0.0175, -0.0005
Si, 0.0036, 0.0043, 0.0026
Si, -0.0003, -0.0063, 0.0044
Si, 0.0054, 0.0035, -0.0058
Si, 0.0259, -0.0155, -0.0017
Si, -0.0153, -0.0021, 0.0114
Si, -0.0142, 0.021, 0.0023
Si, 0.0097, -0.0209, 0.0168
Si, -0.0117, 0.0271, 0.0131
Si, 0.031, 0.0096, 0.0067
Si, -0.0096, -0.0045, 0.0226
Si, -0.0207, 0.0122, -0.0113
Si, 0.0479, -0.0648, -0.0665
Si, -0.0107, 0.0265, -0.0297
Si, -0.0747, 0.0062, -0.0566
Si, 0.035, -0.0182, -0.034
Si, -0.0092, 0.0347, -0.0676
Si, -0.0154, -0.0457, -0.0485
Si, 0.0143, -0.0011, -0.0326
Si, -0.0006, 0.0175, -0.0309
O, -0.0013, 0.0085, -0.0325
O, -0.0126, 0.0023, -0.0303
O, -0.0094, 0.0362, 0.0385
O, 0.0056, 0.0162, 0.0259
O, -0.0168, -0.0048, 0.0274
O, -0.0054, -0.0055, 0.0273
O, -0.0142, 0.0148, -0.0171
O, 0.0014, -0.0064, -0.0117
O, 0.0003, -0.0138, 0.0178
O, 0.0109, 0.0186, 0.0313
O, -0.0038, 0.0047, 0.0167
O, -0.0129, 0.0095, 0.0211
O, -0.0073, 0.0006, 0.0314
O, -0.0231, -0.0096, 0.042
O, 0.0094, -0.0094, 0.0279
O, 0.0211, 0.0121, 0.0216
O, 0.0045, -0.011, -0.0136
O, -0.0121, 0.0105, -0.0153
O, -0.0115, 0.0152, -0.0512
O, -0.0094, 0.0118, -0.023
O, 0.0025, -0.0025, -0.0125
O, 0.0155, -0.0229, -0.0101
O, -0.0014, -0.0064, -0.024
O, 0.0244, -0.0245, -0.0088
Si, 0.0007, 0.0045, 0.0071
Si, 0.0077, -0.0009, -0.0017
Si, -0.0097, -0.0016, 0.0034
Si, 0.0031, -0.0003, -0.0058
Si, -0.0012, 0.0106, 0.0175
Si, 0.0007, -0.0021, 0.0087
Si, -0.001, -0.0072, 0.0054
Si, 0.0034, 0.0025, 0.0073
Si, -0.0063, 0.0012, -0.0016
Si, 0.005, -0.0024, 0.0011
As, -0.0038, -0.0038, -0.0085
Si, 0.0004, -0.0011, 0.0075
Si, -0.008, -0.002, 0.0084
Si, 0.0058, -0.0145, -0.0019
Si, -0.0063, -0.0151, -0.0012
Si, 0.0031, -0.0159, -0.004
Si, -0.0006, -0.0035, -0.0004
Si, -0.0001, -0.0031, 0.009
Si, 0.0116, -0.0052, -0.001
Si, 0.0089, -0.0127, 0.0028
Si, 0.0012, 0.0003, 0.0058
Si, 0.0001, 0.0033, -0.0073
Si, 0.0075, -0.0078, 0.0159
Si, 0.0352, -0.004, 0.0054
Si, 0.0017, 0.0024, 0.0061
Si, -0.0038, 0.008, 0.0041
Si, -0.0046, 0.0017, 0.0049
Si, -0.004, 0.001, 0.002
Si, -0.0122, 0.0073, -0.007
Si, 0.005, -0.0144, -0.0105
Si, -0.0145, 0.0039, -0.0032
Si, -0.0101, 0.0136, 0.0071
Si, -0.0007, 0.001, 0.0041
Si, -0.0057, 0.0088, 0.0069
Si, -0.0029, 0.0008, 0
Si, -0.0071, -0.005, -0.0031
O, -0.0235, 0.0009, 0.0259
O, -0.0033, 0.0072, -0.001
O, -0.0003, 0.0018, 0.0043
O, -0.0046, -0.002, 0.0003
O, 0.0021, 0.0002, 0.0008
O, -0.0016, -0.0002, -0.0017
O, 0.0055, -0.0012, 0.0052
O, -0.0024, 0, 0.0017
O, -0.001, 0.0013, -0.0017
O, 0.0014, -0.0001, -0.0001
O, -0.0014, -0.0017, 0.0034
O, -0.0109, -0.0052, 0.0049
O, 0.001, 0.0066, -0.0011
O, 0.0058, 0.0035, 0.0016
O, -0.0109, 0.0065, 0.0078
O, -0.001, -0.0026, -0.0006
O, 0.0042, 0.0049, 0.0007
O, 0.0116, -0.0005, -0.0052
O, 0.0008, -0.0139, -0.0024
O, -0.0033, -0.0002, -0.0037
O, 0.0034, -0.0003, 0.0033
O, 0.006, 0.0014, 0.0068
O, -0.001, -0.0013, 0.0006
O, -0.0021, -0.0001, 0.0001
O, -0.0042, -0.0057, -0.0057
O, -0.0015, -0.0001, -0.0051
O, -0.0011, -0.0009, -0.0014
O, -0.0017, 0.0016, -0.0039
O, -0.001, -0.0011, 0.0028
O, -0.0002, 0.0007, -0.0042
O, -0.0008, -0.0007, 0.0011
O, -0.011, 0.0085, 0.0111
O, 0.0024, 0.0052, 0.001
O, 0.0086, -0.0139, 0.0124
O, -0.0005, -0.001, 0.0001
O, 0.0023, 0.0011, -0.0159
O, -0.0032, -0.0011, 0
O, -0.0033, 0.0037, 0.0114
O, -0.0069, -0.0018, -0.0015
O, 0.0043, 0.0053, 0.0038
O, -0.0003, -0.0022, 0.0092
O, 0.004, 0.0029, 0.0005
O, -0.0008, 0.0071, -0.0074
O, -0.0078, 0.0028, 0.0037
O, 0.0082, 0.0039, 0.0164
O, -0.0032, -0.0004, -0.0013
O, -0.0009, 0.0118, 0.0097
O, -0.0047, 0.005, 0.0016
O, 0.0022, -0.0083, -0.0004
O, -0.0058, -0.0029, -0.0031
O, -0.0011, 0.0013, 0.0001
O, -0.0039, -0.0004, -0.0003
O, -0.0017, 0.006, 0.0162
O, -0.0021, -0.0011, -0.0006
O, 0.0013, -0.0004, 0.0023
O, -0.0062, -0.0025, 0.0039
O, 0.0006, 0.0008, -0.0002
O, -0.0039, -0.0027, -0.0082
O, -0.0025, 0.0021, 0.0024
O, 0.0016, 0.0032, 0.0015
O, 0.0006, -0.0045, 0.0045
O, 0.0057, 0.0038, 0.0141
O, -0.004, -0.0003, -0.0013
O, 0.006, -0.0121, -0.0022
O, -0.0457, 0.0012, 0.0454
H, 0.0445, -0.0002, -0.0327

The program warned: the cutoff lies below the one the program advises for these potential files; the exchange-correlation potential is rough where the density is thin.
